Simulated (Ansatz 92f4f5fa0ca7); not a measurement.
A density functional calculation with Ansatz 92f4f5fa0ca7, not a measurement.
Periodic cell of 221 atoms, Si132O88H1, from a study of silicon, its oxide and their interface. The atomic structure is a simulated model.
Doubt: the cutoff is far below the 930 eV that the study's wrapper takes by default for these files, so forces and energies are approximate.
This geometry differs little from another in the collection (a relaxation step or a small displacement).

Settings
functional: PBE
potential files: Ansatz PAW
basis: plane waves
wave-function cutoff: 580 eV
density cutoff ratio: 5
exchange-correlation grid ratio: 1
k mesh: 1 x 1 x 1, Gamma-centred
self-consistency stop: 5e-08 eV per atom in the density residual
occupations: fixed
spin: none
net charge: +1 e, with a uniform compensating background and no finite-size correction

Cell vectors (angstrom)
a 10.938 0 0
b 0 10.938 0
c 0 0 32.1926

Atoms: element, x, y, z (angstrom)
Si 0.1855 -0.131 24.536
Si 5.5915 -0.3165 24.7962
Si 2.513 3.0446 24.52
Si 8.0833 2.9719 25.0913
Si 0.0414 5.1264 24.712
Si 5.828 5.1396 24.6837
Si 2.4429 8.5129 24.6389
Si 7.9841 8.5975 24.8298
Si 1.3978 1.4083 25.8857
Si 6.7525 1.3284 26.0716
Si 4.0736 4.1563 25.9551
Si 9.6116 4.1331 26.3479
Si 1.2678 6.846 25.8769
Si 6.8562 6.8562 25.9896
Si 4.0338 9.5014 26.117
Si 9.5827 9.7365 26.0659
Si 2.7157 0.0471 27.3824
Si 8.1777 0.0583 27.449
Si 0.0662 2.6592 27.4489
Si 5.4002 2.7557 27.3869
Si 2.6955 5.5378 27.3376
Si 8.1767 5.5539 27.475
Si -0.0327 8.2164 27.3603
Si 5.4566 8.1573 27.4124
Si 4.1018 1.3673 28.7744
Si 9.5708 1.3673 28.7744
Si 1.3673 4.1018 28.7744
Si 6.8362 4.1018 28.7744
Si 4.1018 6.8362 28.7744
Si 9.5708 6.8362 28.7744
Si 1.3673 9.5708 28.7744
Si 6.8362 9.5708 28.7744
Si 0 0 30.1416
Si 5.469 0 30.1416
Si 2.7345 2.7345 30.1416
Si 8.2035 2.7345 30.1416
Si 0 5.469 30.1416
Si 5.469 5.469 30.1416
Si 2.7345 8.2035 30.1416
Si 8.2035 8.2035 30.1416
Si 1.3673 1.3673 31.5089
Si 6.8362 1.3673 31.5089
Si 4.1018 4.1018 31.5089
Si 9.5708 4.1018 31.5089
Si 1.3673 6.8362 31.5089
Si 6.8362 6.8362 31.5089
Si 4.1018 9.5708 31.5089
Si 9.5708 9.5708 31.5089
Si 2.7345 0 0.6835
Si 8.2035 0 0.6835
Si 0 2.7345 0.6835
Si 5.469 2.7345 0.6835
Si 2.7345 5.469 0.6835
Si 8.2035 5.469 0.6835
Si 0 8.2035 0.6835
Si 5.469 8.2035 0.6835
Si 4.1018 1.3673 2.0507
Si 9.5708 1.3673 2.0507
Si 1.3673 4.1018 2.0507
Si 6.8362 4.1018 2.0507
Si 4.1018 6.8362 2.0507
Si 9.5708 6.8362 2.0507
Si 1.3673 9.5708 2.0507
Si 6.8362 9.5708 2.0507
Si 0 0 3.418
Si 5.469 0 3.418
Si 2.7345 2.7345 3.418
Si 8.2035 2.7345 3.418
Si 0 5.469 3.418
Si 5.469 5.469 3.418
Si 2.7345 8.2035 3.418
Si 8.2035 8.2035 3.418
Si 1.3636 1.388 4.6942
Si 6.8632 1.3455 4.8305
Si 4.1282 4.0734 4.8713
Si 9.5744 4.0945 4.7769
Si 1.3924 6.8419 4.8338
Si 6.8858 6.7501 4.7688
Si 4.1357 9.509 4.7366
Si 9.5577 9.5738 4.8074
Si 2.6819 -0.0663 5.9243
Si 8.2052 -0.0104 6.2457
Si 0.0126 2.7087 6.0745
Si 5.462 2.5899 6.2569
Si 2.7409 5.5086 6.2923
Si 8.1949 5.3605 6.2167
Si -0.0482 8.1573 6.1648
Si 5.4692 8.0985 6.0897
Si 3.7493 1.3652 7.4572
Si 9.9002 1.1408 7.4416
Si 1.6063 3.7739 7.4208
Si 6.6668 4.1367 7.5788
Si 4.5132 6.5126 7.5839
Si 9.2866 7.0331 7.4762
Si 1.1646 9.8287 7.3232
Si 7 9.2304 7.4149
O 1.254 4.1011 24.1202
O 6.7754 9.5854 24.2424
O 2.8625 2.7287 7.3934
O 8.1469 8.1598 7.9074
O 5.6249 5.3849 8.0214
O 0.0978 0.0201 7.9231
O 5.3505 5.5275 23.1567
O 10.5226 0.4902 23.0899
O 2.1816 9.3811 8.57
O 1.3064 3.8574 9.0323
O 9.4836 2.0046 8.767
O 7.5991 9.9605 12.0599
O 3.478 0.7871 9.0145
O 4.3526 7.3293 9.3853
O 7.2312 3.3673 8.9365
O 9.858 6.5043 8.9311
O 3.339 2.461 23.177
O 4.6569 0.1835 23.5366
O 9.2114 2.4867 24.0113
O 9.8317 5.5722 23.5707
O 19.8904 8.1197 23.5835
O 3.2832 7.9741 23.3272
O 6.9955 4.0049 24.399
O 1.3153 9.6435 24.1418
Si 3.8399 6.3916 10.8012
Si 9.119 4.2685 14.6499
Si 7.4327 8.3391 11.963
Si 4.2095 1.2753 22.4108
Si 17.1403 3.8421 14.2836
Si 2.7441 -0.4499 20.1749
Si 7.1804 4.1568 19.4991
Si 14.0168 6.6401 16.4977
Si 1.9426 4.1811 10.4936
Si 5.7031 16.2043 16.79
Si 3.779 9.7535 17.3082
Si 10.2412 4.458 11.7149
Si 10.9192 6.5183 16.0916
Si 7.9829 1.6131 14.5458
Si 2.7832 10.4035 9.7109
Si 9.1253 6.7789 22.6788
Si 11.1815 -1.1392 11.2363
Si 3.5907 -3.2697 13.7723
Si 5.2164 8.7626 9.9262
Si 9.5735 1.7639 22.6157
Si 11.9342 -0.4266 16.6323
Si 8.4269 2.6478 9.8218
Si -0.4279 8.2394 18.4308
Si 11.7541 -2.0305 14.1865
Si 4.7291 3.8229 11.6263
Si 6.0217 6.0828 21.7691
Si 6.4775 7.7345 14.7638
Si 11.5395 6.5177 20.7194
Si 11.1006 1.0849 18.8778
Si 14.2246 7.6903 21.7116
Si 6.9646 1.3674 20.8255
Si 9.9702 7.2023 10.4089
Si -0.6413 3.6855 20.2201
Si 8.4537 -0.6083 19.1631
Si 6.8446 10.2232 16.4146
Si 8.5568 0.3305 11.8207
O 13.3712 8.7951 13.9448
O 7.7353 -0.7429 17.7386
O 6.0238 8.111 11.146
O 1.6106 10.6149 10.8261
O 5.0005 -5.6713 10.8644
O 9.9986 7.2002 17.2664
O 6.2562 4.9542 20.6033
O 6.6477 13.2642 13.9323
O 3.5952 7.1748 12.1943
O 2.4142 5.7653 10.341
O 7.5841 4.7665 14.2697
O 11.4264 -1.6004 17.6465
O 9.8951 4.164 13.2432
O 0.615 7.4528 19.3916
O 6.9572 2.5285 19.6488
O 12.4353 6.208 16.7056
O 17.2262 6.5342 15.8737
O 13.0249 6.5981 21.4127
O 3.2839 0.6436 21.2442
O 0.773 3.8044 11.5293
O 7.2202 -0.1325 20.1592
O 8.1622 1.3908 21.9244
O -1.6709 8.8919 19.2977
O 2.7824 9.0416 20.9362
O 12.2371 0.2043 19.6997
O 6.087 9.5282 8.8026
O 8.5512 7.7347 10.9755
O 8.8154 0.9585 13.3007
O 7.3891 11.5143 15.6144
O 5.6901 2.5984 11.2186
O 2.6199 -0.3522 16.5215
O 3.2217 14.3277 11.135
O -6.7689 5.6628 17.2549
O 11.1289 7.5298 14.8074
O 4.0251 9.6819 10.4955
O 3.4421 8.1547 17.0464
O 10.0269 5.2212 15.6186
O 10.2931 2.8382 21.627
O 5.0379 15.1408 13.1872
O 4.8273 7.1686 21.2934
O 11.0313 2.6891 19.1501
O 8.9397 2.7499 15.2659
O 3.7086 -0.7147 18.8729
O 5.5922 1.6922 21.6484
O 5.2429 10.1887 16.7324
O 7.9133 1.405 10.7615
O 9.6076 0.539 19.2689
O 17.616 4.7929 18.0414
O 7.5936 6.529 22.1018
O -5.8947 -2.6609 14.1682
O 7.3692 -3.4168 13.3772
O 11.3865 -0.7512 15.1319
O 10.2554 7.097 21.558
O 9.1275 3.8121 10.7147
O 8.8174 -6.6479 19.7504
O 0.4252 11.8982 17.2583
O 16.5078 3.9874 15.7762
O 11.1052 -1.735 12.7399
O 11.2913 4.9523 20.3817
O 0.0507 8.4789 10.2747
O 10.4515 6.0521 11.4407
O 9.9568 -0.0904 11.1037
O 14.2366 6.4831 14.8576
O 7.2423 8.9253 15.5306
H 5.4997 2.159 10.3843

Results
free energy: -133979.594 eV
free energy less fixed offsets of H -15.97, O -568.88, Si -635.61 eV per atom: -1.664 eV

Forces (eV/angstrom), in the order of the atoms: element, x, y, z
Si 0.011 -0.0433 -0.0178
Si -0.0019 0.0251 -0.0488
Si 0.0318 0.0424 0.0591
Si -0.0131 -0.0274 -0.0687
Si -0.0093 -0.0167 -0.0371
Si -0.047 0.0503 0.0501
Si -0.0028 0.0039 0.0322
Si 0.0373 -0.0525 -0.0298
Si 0.006 0.0293 0.0187
Si -0.0069 0.0117 -0.0026
Si -0.0519 0.0221 -0.0176
Si 0.0377 0.0134 -0.0144
Si 0.0047 0.0246 0.0043
Si -0.0118 -0.0132 -0.0242
Si -0.0776 0.0368 -0.0263
Si 0.0208 -0.0376 0.0185
Si 0.0177 -0.0098 0.0087
Si 0.0268 0.0268 0.0238
Si 0.0046 -0.0294 0.0039
Si -0.0189 -0.0281 0.0275
Si 0.0416 -0.0357 -0.0248
Si 0.0034 0.02 0.0356
Si -0.0164 0.02 -0.012
Si 0.0216 -0.0412 0.0468
Si -0.2213 0.1316 0.0674
Si 0.1014 0.0254 0.4617
Si 0.3561 0.0666 -0.1726
Si -0.2654 0.035 -0.1223
Si -0.2041 -0.1891 0.0581
Si 0.0891 0.5779 0.3643
Si -0.0956 0.0595 -0.3656
Si -0.0333 -0.1844 -0.0655
Si -0.1294 -0.1165 0.0287
Si -0.0093 -0.0161 -0.0549
Si 0.1249 0.0806 0.0269
Si 0.1208 0.0356 -0.0286
Si -0.0148 -0.0051 -0.0609
Si -0.0975 -0.1401 0.0215
Si 0.0427 0.0286 -0.0494
Si 0.1256 0.0399 0.0517
Si -0.0192 0.0461 -0.0505
Si -0.0206 -0.0238 -0.0317
Si -0.0227 -0.0446 0.0178
Si -0.0463 0.0381 -0.003
Si 0.0134 0.0051 -0.0326
Si 0.0019 0.0434 -0.0415
Si -0.0163 0.0025 -0.0069
Si -0.0323 0.0298 0.0183
Si -0.0148 0.0019 0.0289
Si 0.0581 0.0115 0.0093
Si -0.0174 -0.0329 0.0285
Si 0.0525 -0.0144 0.0022
Si 0.0146 -0.0137 -0.0022
Si 0.0203 -0.0431 0.036
Si -0.0175 -0.0169 -0.0018
Si 0.0166 -0.0112 0.0311
Si 0.0278 0.0969 0.0409
Si -0.0643 -0.0601 -0.0051
Si 0.0883 0.0438 -0.0086
Si -0.0953 -0.0736 0.0147
Si -0.1327 -0.0558 0.0158
Si 0.0384 0.0921 0.0339
Si -0.0627 -0.0319 0.0251
Si -0.032 0.0063 -0.0061
Si -0.2718 -0.0851 -0.2293
Si 0.3476 -0.0383 0.0965
Si 0.2607 0.4719 -0.1583
Si -0.0435 -0.0613 0.0821
Si 0.2174 0.0355 0.2223
Si -0.0725 -0.4176 0.0915
Si -0.0636 -0.2521 -0.1898
Si 0.0502 0.0121 0.0748
Si 0.0272 0.0089 -0.1975
Si -0.0012 -0.0509 -0.0377
Si -0.0211 0.0518 -0.098
Si -0.0076 -0.0049 0.0607
Si -0.0355 0.0252 -0.0197
Si -0.0362 -0.0475 -0.0431
Si -0.0881 0.0019 0.0009
Si -0.0014 -0.0326 -0.1149
Si 0.1698 0.1036 0.254
Si -0.095 -0.076 0.065
Si -0.0913 0.0033 -0.053
Si 0.1127 0.125 0.1588
Si -0.0314 -0.0935 0.0636
Si 0.0411 0.0495 -0.0025
Si 0.1336 0.163 0.197
Si 0.1095 0.0386 0.0575
Si -0.408 -0.2442 -0.359
Si 0.0445 0.0028 0.0624
Si 0.2219 -0.0119 0.0247
Si -0.0555 -0.0442 -0.113
Si 0.0468 0.1274 -0.0392
Si 0.0003 -0.0211 -0.062
Si -0.1133 -0.3256 -0.2312
Si -0.0307 0.0484 -0.0839
O -0.0077 -0.0025 -0.0058
O -0.0172 0.0364 0.0417
O 0.0582 0.1135 0.1334
O 0.0271 0.0189 0.0001
O -0.055 -0.1764 0.0763
O -0.0431 0.0175 0.0161
O 0.0078 0.0023 -0.0556
O -0.0289 0.039 -0.0163
O 0.0336 0.0972 0.0267
O -0.0824 0.0045 -0.0104
O -0.0135 0.0081 -0.0135
O 0.0118 0.0011 0.0015
O 0.0709 0.0808 -0.0072
O -0.0052 0.028 0.0079
O 0.0316 -0.0069 0.0302
O 0.0145 -0.0044 0.0282
O 0.0318 -0.0392 -0.0392
O -0.0007 -0.0066 0.0027
O -0.0057 -0.0127 0.0005
O -0.0215 0.0275 0.0034
O 0.0143 -0.0036 -0.0122
O 0.0125 -0.0054 -0.029
O 0.028 -0.0322 0.0274
O -0.0026 -0.0034 -0.0133
Si 0.0195 0.0144 -0.1318
Si 0.0003 0.0051 -0.0168
Si -0.0463 0.008 -0.0343
Si -0.0177 0.015 -0.008
Si 0.0025 0.0024 -0.0058
Si 0.005 0.0009 -0.0073
Si -0.0042 0.0088 -0.0066
Si -0.0003 -0.0026 -0.0206
Si 0.0057 0.0996 -0.003
Si -0.002 -0.0018 -0.0187
Si -0.0003 -0.0011 -0.0161
Si 0.0131 0.0204 -0.0195
Si 0.0028 -0.0005 -0.019
Si -0.0018 -0.0028 -0.0161
Si 0.0627 -0.0796 0.0676
Si 0.0001 -0.0057 0.0081
Si 0.0104 -0.0117 -0.0135
Si -0.0082 0.0009 -0.0391
Si -0.0676 -0.0411 -0.0101
Si 0.02 0.0185 -0.0064
Si 0.0018 -0.0024 -0.0185
Si -0.0063 0.0137 0.0039
Si 0.0038 -0.0035 -0.011
Si 0.008 -0.0013 -0.0261
Si 0.0471 0.0558 0.0191
Si -0.0014 0.0027 -0.0034
Si -0.0049 0.003 -0.0285
Si -0.0001 0.003 -0.0027
Si 0.0041 0.0002 -0.0089
Si 0.0049 -0.0055 0.0052
Si -0.003 0.0013 -0.0082
Si 0.005 -0.0037 -0.0203
Si 0.0083 0.0027 0.0011
Si 0.0028 -0.002 -0.0192
Si -0.0013 -0.004 -0.022
Si -0.0148 -0.0154 -0.0033
O -0.004 -0.0015 0.0122
O 0.0022 -0.0001 0.0087
O 0.0576 0.0085 0.0654
O -0.0168 0.011 0.0003
O -0.0127 -0.0445 0.0316
O 0.0012 0.0031 0.0102
O 0.0062 -0.0073 -0.0018
O 0.0061 -0.0029 0.0047
O -0.0215 0.0191 0.0697
O -0.0201 -0.051 0.0178
O 0.0053 -0.0012 0.0089
O -0.0023 -0.0002 0.0073
O -0.0036 -0.0049 0.0131
O -0.0039 0.0029 0.0013
O 0.0015 0 0.0038
O -0.002 -0.0001 0.0079
O -0.0012 -0.0049 0.01
O -0.0025 -0.0001 0.0002
O -0.0008 -0.0057 -0.0009
O 0.0064 -0.0261 0.0076
O -0.001 -0.0015 0.0046
O -0.0042 0.0007 0.0078
O 0.0015 -0.0001 0.0064
O -0.0025 0.0062 0.0006
O -0.0054 0.0023 0.0035
O 0.007 0.0184 -0.0198
O 0.0023 0.0019 0.0021
O -0.005 0.0057 0.0062
O 0.0004 -0.0002 0.0061
O 0.0864 0.2248 0.2322
O -0.0012 -0.0022 0.0083
O 0.0125 -0.0456 -0.0138
O 0.0015 -0.0007 0.0087
O -0.0031 -0.0055 0.0132
O -0.0046 0.0248 -0.0166
O 0.0018 0.0032 0.0063
O 0.0031 -0.0013 0.0076
O -0.0111 -0.0116 0.0094
O -0.0092 -0.0118 0.0101
O 0.0002 -0.0012 0.003
O -0.0021 -0.001 0.0056
O 0.0018 -0.0052 0.0077
O 0.0003 -0.0001 0.0035
O 0.0099 -0.0036 0.0001
O 0.0024 -0.0005 0.0064
O -0.0002 -0.01 0.0099
O -0.0003 -0.0017 0.004
O 0.0006 0.001 0.0077
O -0.0166 0.001 -0.0073
O 0.0086 0.0002 0.0132
O -0.0013 -0.0059 0.0177
O -0.0021 0.0046 0.0131
O 0.0046 -0.0012 0.0024
O 0.0065 0.0021 0.0045
O -0.0015 -0.0019 0.0041
O -0.0019 0.0012 0.0083
O 0.004 0.0054 0.0135
O 0.0001 -0.0021 0.0196
O -0.0072 -0.0078 0.0021
O -0.0123 0.0003 0.0137
O -0.0072 -0.0091 0.0025
O -0.0054 0.0089 -0.0041
O -0.0024 -0.0026 0.0187
O -0.0005 0.0057 0.0101
H -0.0951 -0.2237 -0.2159

The program warned: the cutoff lies below the one the program advises for these potential files; the forces do not sum to zero within the program's tolerance; the exchange-correlation potential is rough where the density is thin.
